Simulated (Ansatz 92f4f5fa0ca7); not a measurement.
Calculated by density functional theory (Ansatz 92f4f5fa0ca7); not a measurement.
Periodic cell of 130 atoms, Si86O44, from a study of silicon, its oxide and their interface. The atomic structure is a simulated model.

Settings
functional: r2SCAN
potential files: Ansatz norm-conserving
basis: plane waves
wave-function cutoff: 1300 eV
density cutoff ratio: 4
exchange-correlation grid ratio: 1
k mesh: 2 x 2 x 1, shifted by 0.5 0.5 0.5 of a step
self-consistency stop: 5e-08 eV per atom in the density residual
occupations: Fermi-Dirac, 0.05 eV
spin: none
net charge: 0

Cell vectors (angstrom)
a	10.88	0	0
b	0	10.88	0
c	0	0	20.0831

Atoms: element, x, y, z (angstrom)
Si	0.6164	-0.7648	-0.1036
Si	3.1645	2.3714	-0.0627
Si	-0.0622	5.8339	0.2454
Si	2.9148	8.0113	0.3775
Si	5.4271	0.2041	0.2366
Si	8.2049	2.3257	0.1404
Si	5.1525	5.7926	-0.1431
Si	8.6005	7.9654	0.3095
Si	1.47	1.2115	1.1504
Si	4.1432	4.1118	1.277
Si	1.4276	6.8241	1.7474
Si	4.2687	9.4797	1.5643
Si	6.7894	1.4132	1.7057
Si	9.6594	3.9464	1.2818
Si	6.8363	6.7699	1.3384
Si	9.811	9.4706	1.575
Si	0.1217	2.6162	2.6628
Si	2.7651	0.0029	2.7718
Si	0.1013	8.1657	3.0683
Si	2.7977	5.3268	2.8222
Si	5.4246	2.8486	2.8749
Si	8.2607	-0.0189	2.8363
Si	5.5953	8.1069	2.8579
Si	8.2152	5.3358	2.6956
Si	1.3921	3.983	4.1363
Si	4.0479	1.4186	4.1752
Si	1.4582	9.5908	4.2849
Si	4.1391	6.7729	4.1554
Si	6.8482	4.139	4.2007
Si	9.6108	1.3784	4.1326
Si	6.8796	9.5204	4.2118
Si	9.5057	6.7299	4.197
Si	0.0312	0.0649	5.5782
Si	2.6831	2.7031	5.6046
Si	0.0535	5.3815	5.523
Si	2.7784	8.1286	5.5354
Si	5.4114	0.0207	5.4984
Si	8.2158	2.7301	5.4983
Si	5.4652	5.4749	5.566
Si	8.1706	8.1308	5.5766
Si	1.3139	1.3943	7.0204
Si	4.0279	4.1501	6.8925
Si	1.4156	6.7699	6.9118
Si	3.9995	9.5753	6.8982
Si	6.7169	1.4684	6.8197
Si	9.5998	4.0251	6.9051
Si	6.7658	6.8447	6.9422
Si	9.5137	9.5618	6.8688
Si	0.0371	2.7761	8.4408
Si	2.5965	-0.0248	8.3618
Si	0.0101	8.1828	8.205
Si	2.7514	5.4459	8.3962
Si	5.3215	2.7968	8.2648
Si	8.0791	0.1045	8.1288
Si	5.3038	8.2132	8.2495
Si	8.1873	5.406	8.1508
Si	1.4643	4.089	9.9201
Si	3.9752	1.3513	9.641
Si	1.1162	9.565	9.7755
Si	4.0256	6.9396	9.7979
Si	6.7145	4.2549	9.5084
Si	9.3014	1.4645	9.6126
Si	6.6841	9.6286	9.4186
Si	9.5586	6.7432	9.4438
Si	-0.9283	-0.3788	10.9318
Si	2.7044	2.3733	11.3648
Si	0.1412	5.7327	11.0351
Si	2.3057	8.0093	11.1089
Si	5.6384	0.2829	10.8934
Si	7.7077	2.7115	10.949
Si	5.9027	5.997	10.9192
Si	8.0781	8.1692	10.4824
Si	6.857	4.5758	13.2841
Si	-1.504	4.1234	16.3994
Si	13.17	9.472	13.7969
Si	10.9268	12.7018	15.7004
Si	0.2131	7.8315	15.4828
Si	0.444	0.9823	12.8842
Si	7.862	10.5152	18.7438
Si	4.346	0.6923	13.5589
Si	6.737	3.9807	17.8489
Si	9.5378	5.7531	13.8112
Si	5.2907	2.8219	15.4541
Si	10.0316	-0.6887	17.0543
Si	13.4776	3.2456	16.9289
Si	11.7623	5.5119	17.5304
O	-0.0611	-0.6043	-1.6079
O	1.8523	-1.8592	-0.4585
O	5.3301	1.3883	-5.4105
O	2.9549	2.8669	-1.6327
O	-1.2558	6.8268	-0.3874
O	1.0735	5.7068	-0.9635
O	3.9623	6.9546	-0.4839
O	4.2256	1.1455	-0.3418
O	6.2596	-0.1541	-1.1609
O	7.4212	3.1938	-1.0063
O	5.7731	5.1403	-1.5781
O	10.1641	5.2852	-7.6895
O	8.1312	8.9618	-0.9187
O	12.4426	8.5478	-5.1604
O	0.2906	2.0248	14.1119
O	2.8713	-2.296	12.5698
O	7.0285	7.1764	11.3389
O	3.7255	3.1073	15.7797
O	7.9078	5.743	13.7702
O	-3.1207	3.4771	12.4555
O	1.1946	6.8786	11.6009
O	1.1769	10.4844	13.2462
O	5.1152	-0.175	12.4066
O	6.7081	1.4562	11.2965
O	5.6703	5.232	12.3789
O	10.0613	8.7686	16.2985
O	9.8913	11.3691	12.3531
O	9.021	9.1871	11.4191
O	9.9048	4.7072	14.9909
O	0.7083	6.8104	16.6193
O	1.2105	1.7112	11.6507
O	-2.4132	10.6218	17.2337
O	10.7829	11.1365	15.9863
O	14.3337	10.4607	14.3778
O	1.3254	2.3494	16.511
O	5.9856	2.868	16.9269
O	3.5211	1.9232	12.8071
O	-0.4604	4.5999	17.5287
O	2.1758	4.8024	16.8883
O	-1.3398	2.5117	16.2295
O	6.0545	3.9158	14.5366
O	7.9049	4.5983	16.8798
O	8.6446	0.8276	19.5883
O	10.2329	7.1606	14.2666

Results
free energy: -30563.745 eV
free energy less fixed offsets of O -463.61, Si -117.95 eV per atom: -21.205 eV
pressure: -1.58 GPa
stress xx, yy, zz, yz, xz, xy (GPa, positive in tension): 1.23, 1.2, 2.33, 0.96, -1.84, 0.03

Forces (eV/angstrom), in the order of the atoms: element, x, y, z
Si	-0.011	-0.0379	-0.6245
Si	0.2055	-0.0752	-0.9474
Si	-0.0781	0.1257	-0.627
Si	0.1128	-0.0546	-0.5582
Si	-0.2464	-0.0459	-0.5688
Si	-0.1729	0.0561	-0.3265
Si	-0.113	0.1568	-0.4529
Si	0.0919	-0.1289	-0.7775
Si	-0.0712	-0.2398	-0.1138
Si	-0.0196	-0.0805	-0.1511
Si	-0.0762	-0.0519	-0.2122
Si	-0.0052	0.1815	-0.3745
Si	0.0894	-0.1986	-0.208
Si	-0.1069	0.0889	-0.4175
Si	0.1012	0.0222	-0.229
Si	0.0005	-0.1618	-0.204
Si	0.078	-0.1283	-0.2163
Si	0.1711	0.0031	-0.0802
Si	-0.0812	0.1572	0.208
Si	0.049	-0.1422	0.1599
Si	-0.163	0.0129	0.0433
Si	0.2297	-0.1808	-0.0196
Si	0.0383	-0.0706	-0.0314
Si	-0.0949	0.0468	-0.175
Si	0.0949	0.0055	0.0074
Si	-0.0783	-0.0582	-0.1201
Si	-0.1219	-0.0094	-0.0535
Si	0.0778	-0.0053	-0.0932
Si	0.13	0.0517	-0.02
Si	-0.1312	-0.0632	0.0027
Si	0.0464	-0.1344	0.0422
Si	0.0801	-0.0225	-0.0011
Si	0.0261	-0.0848	0.0048
Si	0.0066	0.0006	0.032
Si	-0.0566	-0.0431	-0.0258
Si	-0.0311	0.0594	0.0716
Si	-0.0261	0.1478	0.0181
Si	-0.0147	-0.0297	-0.0038
Si	0.0252	-0.031	0.0166
Si	-0.0489	0.1024	-0.104
Si	0.0613	0.1067	0.0058
Si	0.0112	-0.1438	0.0482
Si	-0.1052	0.1543	0.0523
Si	0.0567	-0.1541	-0.0129
Si	0.0622	-0.1876	0.0806
Si	-0.0749	0.1619	-0.0386
Si	-0.0489	0.0084	0.0771
Si	0.1045	0.0013	0.0947
Si	-0.016	-0.305	0.3008
Si	-0.1606	-0.1743	0.0219
Si	0.1316	0.026	-0.2091
Si	-0.0439	0.1253	0.2546
Si	0.0402	-0.0681	-0.0739
Si	-0.2157	0.2464	-0.234
Si	-0.0178	-0.041	-0.0531
Si	0.0882	-0.0799	-0.2248
Si	0.1002	0.2022	0.2904
Si	0.3701	0.1082	0.1499
Si	-0.166	0.0175	0.3086
Si	-0.045	-0.0294	0.0885
Si	0.0553	-0.0332	0.2228
Si	0.0138	-0.0403	0.1272
Si	0.0451	0.2306	0.2586
Si	0.1472	-0.0709	0.1918
Si	-0.3071	-0.3806	0.5327
Si	-0.2702	-0.8226	0.3666
Si	-0.2641	0.2413	0.8854
Si	-0.0039	-0.0252	0.8998
Si	0.1661	-0.0537	0.7766
Si	-0.4017	0.0129	0.9222
Si	0.1372	0.1607	0.8021
Si	-0.1257	-0.0927	1.1019
Si	0.0828	-0.0681	0.3589
Si	0.0599	-0.1591	-0.005
Si	-0.1647	-0.0065	0.5155
Si	-0.1489	-0.0269	0.2428
Si	-0.154	-0.058	0.0739
Si	0.0777	0.2417	0.6227
Si	-0.1049	0.0071	-0.317
Si	0.3653	0.027	0.4108
Si	0.1297	-0.0911	-0.1805
Si	0.1728	0.2889	0.4147
Si	-0.0893	-0.2223	0.0143
Si	0.1026	-0.1749	-0.6913
Si	-0.208	0.1366	-0.3901
Si	-0.1091	0.0178	-0.5021
O	0.0955	-0.0595	0.4893
O	-0.1896	0.1211	0.5269
O	-0.2801	0.0854	-0.288
O	0.04	-0.072	0.8425
O	0.0537	0.0974	0.9303
O	-0.2059	0.1256	0.4363
O	-0.0128	-0.0536	0.6128
O	-0.0212	0.3528	0.4986
O	0.156	-0.0049	0.5397
O	0.2287	-0.2437	0.2637
O	-0.2255	0.1317	0.5345
O	0.4063	0.1184	-0.711
O	0.0729	0.1722	0.3428
O	0.0927	0.2425	-0.3337
O	0.0546	-0.3104	-0.2019
O	-0.2433	-0.1088	-0.6976
O	-0.1424	-0.2528	-0.8392
O	0.1775	-0.0282	0.189
O	-0.093	-0.3368	-0.2846
O	-0.0717	-0.1453	-0.6553
O	0.1423	-0.0941	-0.6797
O	-0.0478	0.1707	-0.2037
O	-0.0162	0.2745	-0.5652
O	0.0122	0.0873	-0.4174
O	0.1909	0.1729	-0.6661
O	0.1761	0.2181	0.1586
O	0.3089	-0.1531	-0.3945
O	0.2511	0.3499	-0.8745
O	-0.187	0.0297	-0.0053
O	-0.0465	-0.147	0.139
O	0.3417	0.0617	-0.0205
O	0.0645	-0.0735	0.6564
O	-0.0861	0.048	0.1517
O	0.0079	0.1306	-0.3949
O	-0.0067	0.0609	-0.0567
O	0.0091	0.253	0.0786
O	-0.4631	0.3241	-0.824
O	0.0509	0.0116	-0.0982
O	-0.1038	-0.1784	0.3043
O	0.2635	0.2669	-0.0737
O	0.1807	0.0532	-0.2152
O	-0.09	-0.1398	0.1695
O	-0.0471	0.516	0.1231
O	-0.0427	-0.2327	0.0604
